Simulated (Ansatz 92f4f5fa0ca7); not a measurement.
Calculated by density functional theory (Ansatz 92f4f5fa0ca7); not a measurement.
Periodic cell of 193 atoms, Si117O76, from a study of silicon, its oxide and their interface. The atomic structure is a simulated model.

Settings
functional: r2SCAN
potential files: Ansatz norm-conserving
basis: plane waves
wave-function cutoff: 1300 eV
density cutoff ratio: 4
exchange-correlation grid ratio: 1
k mesh: 2 x 2 x 1, shifted by 0.5 0.5 0.5 of a step
self-consistency stop: 5e-08 eV per atom in the density residual
occupations: Fermi-Dirac, 0.05 eV
spin: none
net charge: 0

Cell vectors (angstrom)
a 11.5403 0 0
b 0 11.5403 0
c 4.6009 4.3832 25.4466

Atoms: element, x, y, z (angstrom)
Si 1.9362 4.4233 -3.7085
Si 11.2366 1.2816 -0.894
Si 11.0268 10.4992 -0.5783
Si 3.478 1.1851 -0.8389
Si 4.9021 4.7926 -4.407
Si 1.3159 9.9832 0.8367
Si 9.1237 2.2358 -0.9265
Si 7.403 6.782 -0.4671
Si 7.2016 9.1971 -0.4058
Si 1.4716 2.0972 0.4383
Si 0.3453 6.1586 0.6178
Si 3.3636 10.2632 -0.29
Si 5.6592 2.3135 1.0229
Si 5.1022 4.4223 1.9139
Si 5.3345 10.0229 0.9293
Si 8.08 2.3231 1.0852
Si 9.3403 6.1986 0.8578
Si 9.0853 10.0152 0.7481
Si 1.1479 4.1746 1.7845
Si 1.181 7.9747 2.0175
Si 1.3116 11.9512 2.1153
Si 5.248 6.5047 0.5031
Si 5.2111 8.094 2.2228
Si 5.2411 11.9491 2.2968
Si 8.892 4.2726 2.1566
Si 9.129 8.1203 2.1935
Si 8.9017 11.9198 2.1743
Si 10.8912 4.1426 3.4018
Si 10.9753 8.0949 3.5972
Si 10.8998 11.9879 3.484
Si 3.1097 4.3063 3.2334
Si 3.1652 8.0537 3.3786
Si 3.1974 11.9742 3.4962
Si 6.9546 4.3506 3.4586
Si 7.1712 8.047 3.5337
Si 7.114 11.8485 3.6519
Si 10.8456 2.3428 4.9005
Si 10.933 6.0698 4.8464
Si 10.926 10.0508 4.8844
Si 3.1092 2.4322 4.7629
Si 3.1931 6.1478 4.7237
Si 3.1642 9.9975 4.7568
Si 6.9943 2.3631 4.7754
Si 7.151 6.1499 4.9264
Si 7.157 9.9254 4.9268
Si 1.2231 14.0383 6.2941
Si 1.3473 6.1691 6.1667
Si 1.3071 10.0842 6.2135
Si 5.0572 13.8926 6.0986
Si 5.1267 6.1887 6.1019
Si 5.1227 10.0073 6.0382
Si 8.8637 13.8068 6.2034
Si 9.0724 6.0228 6.3576
Si 9.0482 9.9283 6.3193
Si 1.3306 4.4628 7.7936
Si 1.3207 8.1033 7.5022
Si 1.2183 12.0472 7.5404
Si 5.0307 4.2738 7.4484
Si 5.1925 8.1458 7.4043
Si 5.1359 11.9009 7.3912
Si 8.9613 4.0299 7.7397
Si 9.0858 7.9871 7.6923
Si 8.9684 11.8961 7.6314
Si 11.4129 5.3747 9.5306
Si 11.0609 7.8543 9.0062
Si 10.906 12.1049 9.0057
Si 3.292 4.3894 9.0783
Si 3.3097 8.1053 8.7572
Si 3.2269 12.0519 8.7153
Si 6.9042 4.1501 8.834
Si 6.9179 10.0387 10.4339
Si 6.9511 11.8891 8.9169
Si 9.8609 14.2872 12.4088
Si 11.3163 5.1852 12.5198
Si 11.0082 9.9221 10.4064
Si 3.8358 13.8635 10.0987
Si 4.0804 6.3758 10.205
Si 3.2465 10.0992 9.9624
Si 6.2126 13.8044 10.1012
Si 6.4473 6.1082 10.0209
Si 7.0212 8.1187 8.9152
Si 3.0946 12.456 12.7264
Si 10.4871 3.1183 9.3801
Si 1.5987 10.0981 11.6345
Si 7.1932 13.7939 13.1915
Si 3.6967 8.2329 12.6349
Si 4.8214 10.0759 11.6753
Si 9.2057 11.7769 13.7714
Si 8.4093 6.5292 12.4267
Si 8.969 9.6245 11.6499
Si 3.3607 9.6537 17.4601
Si 8.5139 12.4779 24.2752
Si 9.0674 5.1202 21.7915
Si 16.0241 6.723 21.5316
Si 2.5766 6.8001 17.2524
Si 17.3081 10.8016 23.8276
Si 9.724 5.1771 16.974
Si 8.0256 2.5599 17.6704
Si 13.7363 13.5299 20.1361
Si 12.3842 5.274 15.2841
Si 13.6137 8.4566 22.2927
Si 9.3596 6.8522 19.3766
Si 11.8322 10.7807 22.5879
Si 5.8111 14.9329 15.5971
Si 1.5007 12.13 17.4329
Si 7.2384 6.2259 15.3754
Si 12.1689 5.9465 22.0463
Si 16.0286 13.1313 22.196
Si 9.9027 11.6455 16.8452
Si 8.4415 9.5104 18.3831
Si 2.7737 14.2263 15.4125
Si 5.7966 10.5139 19.1842
Si 4.7554 7.8165 15.6243
Si 2.6668 16.5416 19.8236
Si 6.8134 13.1957 20.2465
Si 9.1316 13.4305 22.1022
Si 11.4436 13.0688 22.067
O 18.7398 11.5612 23.8429
O 4.9129 1.9266 -0.4416
O 8.2635 1.2452 -1.9586
O 9.6242 2.9735 10.8217
O 8.5191 14.7623 13.2234
O 10.0981 12.7201 12.775
O 12.0839 5.4053 11.105
O 9.8185 5.7584 12.357
O 3.1619 13.6423 11.6064
O 3.6762 6.8433 11.7552
O 2.152 8.8744 12.643
O 7.6814 12.3681 13.8156
O 6.7187 13.6741 11.668
O 7.3246 5.8959 11.4128
O 8.5817 6.0825 16.2679
O 9.3932 10.1326 17.2176
O 17.4886 9.3015 23.1721
O 10.6364 5.4635 22.0512
O 4.2428 14.7112 15.9723
O 17.4845 7.3708 21.2577
O 10.2021 7.8539 20.3522
O 5.8959 5.5685 -3.3987
O 14.9409 7.956 21.4923
O 17.2951 13.7544 21.3549
O 2.7806 14.943 19.571
O 9.2755 3.7699 -1.5693
O 4.3611 9.2745 16.2325
O 11.1641 3.5906 12.8694
O 4.2257 7.7705 14.0997
O 12.2879 13.7345 20.8364
O 1.4363 6.5226 16.1368
O 12.096 5.8307 13.7818
O 2.982 13.2604 14.1342
O 4.0251 6.6604 16.5253
O 4.2941 10.1919 18.6762
O 2.2981 10.7836 17.0037
O 4.4019 11.4542 12.6037
O 14.7839 12.908 21.1893
O 10.9838 4.8395 16.0119
O 1.8864 15.5708 15.1696
O 9.059 3.7769 17.4251
O 11.4301 11.9008 17.3509
O 9.1553 10.2929 13.1536
O 6.0638 9.891 20.6395
O 7.3869 14.2708 19.1625
O 6.0209 12.1057 19.3373
O 2.3639 17.2297 18.3955
O 8.6225 5.7568 20.3463
O 8.874 12.717 17.5234
O 7.721 6.411 13.865
O 6.8986 9.9508 18.1234
O 10.2398 6.008 18.2888
O 12.3392 7.5522 21.8402
O 1.7644 11.5185 12.5021
O 5.9968 14.3814 14.0867
O 4.0587 17.1798 20.3855
O 9.0419 10.1142 19.7823
O 1.9535 13.3749 16.5135
O 6.7867 2.583 16.6145
O 2.5052 8.3138 17.8685
O 1.9625 12.4796 18.9368
O 8.8923 3.507 21.8627
O 8.7482 8.0459 12.0124
O 6.2564 4.9513 15.6178
O 15.6038 14.1598 23.3672
O 11.7906 13.9847 23.4095
O 12.9788 16.7556 20.8485
O 3.5561 4.3441 -3.6095
O 8.1165 12.636 21.0655
O 3.498 1.3402 -2.4899
O 9.8809 11.7679 15.2339
O 16.3231 11.6787 22.8661
O 13.2157 10.0111 22.0407
O 16.11 5.9431 22.9344
O 6.3556 7.5468 15.746
O 8.4072 7.8715 18.5054

Results
free energy: -49060.687 eV
free energy less fixed offsets of O -463.61, Si -117.95 eV per atom: -26.177 eV
pressure: -2.35 GPa
stress xx, yy, zz, yz, xz, xy (GPa, positive in tension): 2.64, 3.06, 1.34, 0.1, 0.23, -0.35

Forces (eV/angstrom), in the order of the atoms: element, x, y, z
Si 0.0527 0.027 -0.4132
Si 0.087 0.4865 -0.6084
Si 0.1853 -0.762 -0.3262
Si 0.2972 0.049 -0.5863
Si 0.1323 0.0561 -0.1197
Si -0.0341 0.1972 -0.1138
Si -0.4189 0.0328 0.1585
Si -0.071 -0.1403 -0.1235
Si 0.1281 0.4691 -0.7053
Si 0.1149 -0.1349 0.1901
Si -0.0214 0.0276 -0.1311
Si -0.2839 -0.0489 0.1273
Si -0.0643 -0.2394 -0.6137
Si -0.2701 0.1498 -0.0312
Si 0.0879 0.1029 0.0852
Si 0.1614 0.0771 -0.0669
Si 0.1856 -0.0398 0.0267
Si 0.1075 0.0504 0.1047
Si 0.0748 -0.0148 -0.0176
Si 0.0055 -0.0966 0.0949
Si -0.1919 -0.067 0.0562
Si 0.2605 0.158 0.2033
Si -0.0319 -0.0063 0.1041
Si 0.1489 -0.245 0.2462
Si -0.015 -0.0377 -0.0794
Si -0.0394 -0.0353 0.1141
Si -0.0037 0.0799 -0.1199
Si -0.1692 -0.0585 0.0131
Si -0.086 -0.0715 0.0847
Si 0.0809 0.051 -0.0018
Si 0.0036 -0.0607 -0.1197
Si -0.137 -0.0777 -0.0659
Si -0.1312 -0.0509 -0.055
Si 0.2298 0.188 -0.0115
Si 0.1043 0.0512 -0.0627
Si -0.0346 0.1291 0.0262
Si -0.0186 0.0026 0.0548
Si 0.0803 0.0825 -0.0033
Si -0.0325 0.0138 -0.0838
Si 0.0233 -0.0095 0.0515
Si 0.0489 0.1228 -0.0002
Si -0.0539 -0.0174 -0.0481
Si 0.0553 -0.0607 0.1271
Si -0.1488 -0.1551 0.1425
Si -0.1153 0.0733 0.0373
Si -0.148 -0.0247 -0.0698
Si 0.0854 -0.0484 -0.0984
Si -0.0498 0.0828 0.0763
Si -0.0268 0.0315 -0.043
Si 0.0134 -0.0176 -0.0138
Si 0.0928 -0.1091 0.0989
Si 0.0557 0.17 -0.1084
Si 0.0357 -0.1037 -0.0945
Si 0.1111 -0.0056 0.0928
Si 0.0209 0.3572 -0.2061
Si 0.0141 -0.2302 0.0348
Si 0.1454 0.0068 -0.0047
Si 0.1129 -0.0886 0.0565
Si -0.0867 -0.024 0.065
Si -0.1109 0.1464 -0.1709
Si 0.0522 -0.328 -0.3273
Si -0.098 0.1198 0.0977
Si -0.2029 0.1298 0.0906
Si 0.5861 -0.8142 0.8762
Si -0.1996 0.1587 -0.3714
Si 0.1116 -0.1549 -0.4705
Si 0.3931 -0.1104 0.0869
Si 0.1422 -0.0503 0.1754
Si 0.0853 0.0039 0.1062
Si -0.2724 -0.0069 0.1459
Si 0.0751 -0.0051 -0.0154
Si -0.0418 0.0175 0.0508
Si 0.1646 0.1363 -0.0453
Si 0.2054 -0.144 0.1525
Si 0.1369 0.1201 0.6041
Si -0.5977 -0.105 0.2964
Si -0.6703 0.0672 0.2472
Si -0.0705 0.1098 -0.0037
Si 0.583 0.0156 0.3753
Si 0.8017 0.0171 0.2636
Si 0.0027 0.0168 0.1067
Si -0.0409 0.1911 0.1615
Si -0.8176 0.7803 0.946
Si 0.0633 0.0979 0.2822
Si -0.1023 0.1341 0.1467
Si -0.342 -0.3502 0.2264
Si 0.0294 0.6965 0.0052
Si 0.0127 0.0352 0.1628
Si -0.1432 -0.0152 -0.0769
Si -0.1399 -0.2424 0.5049
Si -0.109 0.0649 0.0445
Si -0.4843 -0.2162 -0.5944
Si -0.0494 -0.0024 -0.1292
Si -0.0209 -0.2596 -0.3742
Si -0.1258 -0.1712 0.0781
Si -0.0803 -0.1093 0.186
Si 0.1465 -0.0186 0.1177
Si -0.077 0.1368 0.0018
Si -0.0012 0.2179 -0.4508
Si -0.0162 -0.0371 0.2294
Si 0.0796 -0.123 -0.2736
Si 0.0851 -0.1566 -0.4059
Si 0.1302 -0.1599 -0.0384
Si -0.1884 0.0879 0.3021
Si 0.0196 0.1091 -0.0763
Si -0.1227 -0.0653 0.4099
Si 0.0465 -0.1583 -0.1941
Si -0.0269 0.1279 -0.0968
Si 0.0369 -0.0939 0.1137
Si -0.0823 -0.0306 -0.3484
Si 0.0929 0.2862 0.4181
Si -0.0121 -0.0047 -0.3088
Si 0.2223 -0.1191 0.3231
Si 0.1092 -0.1038 -0.2935
Si 0.0714 0.0338 -0.3353
Si 0.3237 -0.2731 -0.5256
Si -0.05 0.4904 -0.4573
O 0.0821 -0.0042 0.1627
O -0.2218 -0.0647 0.5181
O 0.2553 0.3269 -0.0705
O -0.0306 -0.3844 -0.1327
O 0.0244 -0.2026 -0.1897
O -0.2239 0.0178 0.0189
O -0.0253 0.2527 -0.5177
O -0.0406 0.007 0.0802
O 0.3684 -0.2157 -0.2688
O 0.2124 0.0771 -0.2446
O 0.188 -0.0143 -0.1866
O 0.2123 0.0502 -0.2032
O -0.1677 -0.0863 -0.1874
O -0.175 0.2369 -0.1478
O -0.0959 -0.121 -0.1683
O -0.1044 0.1515 0.1898
O 0.0271 0.1775 0.0228
O -0.1065 0.0523 -0.0267
O -0.0286 -0.1149 -0.2656
O -0.0852 0.2105 0.2892
O -0.3327 0.1632 0.1204
O 0.2904 0.0578 0.0259
O -0.1208 0.0121 0.2348
O -0.1408 -0.241 0.1464
O -0.1207 -0.1168 0.2969
O -0.1604 -0.3115 -0.1648
O -0.1392 -0.233 0.0215
O -0.2172 0.1657 -0.1916
O -0.152 0.0503 -0.0811
O 0.156 0.0048 0.1649
O 0.0861 -0.1007 -0.0978
O -0.1261 -0.1261 -0.1572
O 0.0733 -0.2571 -0.3752
O -0.0858 0.4116 -0.1627
O 0.0984 -0.0465 -0.0278
O 0.0494 -0.0078 0.0936
O 0.1459 -0.2078 -0.2109
O 0.1082 -0.0013 0.1769
O 0.068 0.1465 -0.1283
O -0.0742 0.0384 -0.046
O -0.121 -0.0358 -0.056
O -0.0432 -0.0445 -0.0831
O -0.0682 0.0089 -0.5016
O 0.1078 -0.1861 0.1799
O -0.0194 -0.256 0.0941
O 0.1129 -0.0216 0.3026
O 0.0846 0.1114 0.1534
O 0.2289 0.042 0.2875
O 0.0403 -0.0482 -0.0908
O 0.1276 -0.0123 -0.1522
O 0.0943 0.0786 0.3817
O -0.3057 0.0874 0.1226
O 0.2025 -0.0562 0.1689
O 0.0269 -0.2477 -0.3601
O 0.2262 -0.058 -0.1188
O -0.1052 0.2172 0.3648
O -0.0044 -0.2686 0.1991
O 0.0264 -0.1415 -0.0735
O 0.143 0.0836 -0.0607
O 0.231 0.0022 -0.2002
O -0.0108 0.0696 0.1878
O -0.0961 -0.2304 0.0538
O 0.0008 0.1854 -0.1398
O 0.1862 0.0013 -0.1926
O 0.0662 0.2097 0.3136
O -0.0237 -0.3019 0.3933
O -0.1021 0.1829 0.2592
O -0.0407 0.0466 -0.0831
O -0.1474 0.3303 0.2068
O -0.0127 -0.0004 0.4783
O -0.1678 0.0542 -0.1221
O 0.1973 0.1021 0.0282
O -0.4889 -0.0335 0.3082
O -0.022 -0.044 0.0236
O -0.1885 -0.1405 -0.1968
O 0.2229 0.1999 0.3306
